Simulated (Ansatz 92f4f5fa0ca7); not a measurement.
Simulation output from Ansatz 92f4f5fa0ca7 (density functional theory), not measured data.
Periodic cell of 215 atoms, Si133O82, from a study of silicon, its oxide and their interface. The atomic structure is a simulated model.
Doubt: the cutoff is far below the 930 eV that the study's wrapper takes by default for these files, so forces and energies are approximate.
This geometry differs little from another in the collection (a relaxation step or a small displacement).

Settings
functional: PBE
potential files: Ansatz PAW
basis: plane waves
wave-function cutoff: 580 eV
density cutoff ratio: 5
exchange-correlation grid ratio: 1
k mesh: 1 x 1 x 1, Gamma-centred
self-consistency stop: 5e-08 eV per atom in the density residual
occupations: fixed
spin: none
net charge: 0

Cell vectors (angstrom)
a	10.938	0	0
b	0	10.938	0
c	0	0	31.5432

Atoms and the computed forces on them: element, x, y, z (angstrom), force x, y, z (eV/angstrom)
Si	10.4345	0.5739	24.337	0.0039	-0.0029	-0.0001
Si	6.041	10.5029	24.1408	-0.0005	0.0024	0
Si	2.1295	3.2459	24.0809	0.0025	-0.0026	-0.0011
Si	8.7011	2.2571	24.2966	-0.0027	-0.0008	-0.001
Si	0.4994	5.0528	24.157	-0.0008	-0.0006	0.0002
Si	5.0519	5.8934	24.1896	0.0018	-0.0021	-0.0003
Si	3.3939	7.6491	24.1503	-0.0007	-0.0001	-0.002
Si	7.8283	8.8281	23.9889	-0.0016	-0.0014	-0.0002
Si	1.3408	1.4795	25.4553	0	-0.0042	-0.0068
Si	6.9141	1.305	25.4853	-0.0043	0.003	-0.007
Si	4.0248	4.1028	25.3236	-0.0006	0.0009	-0.0045
Si	9.6622	4.0983	25.4088	-0.0022	0.0025	-0.0064
Si	1.493	6.8175	25.3558	-0.0026	0.0026	-0.0035
Si	6.8932	6.9484	25.2395	-0.0001	-0.0016	-0.0033
Si	4.2246	9.5338	25.3309	-0.0014	-0.0001	-0.0018
Si	9.5258	9.6416	25.4329	0.0031	-0.0019	-0.0088
Si	2.7798	0.0029	26.6422	-0.0012	0.0002	0.0052
Si	8.2163	-0.0199	26.9278	-0.0014	-0.0004	0.0177
Si	0.0093	2.7741	26.9043	0.0008	0.0015	0.015
Si	5.4497	2.7356	26.6633	0.0004	0.0004	0.0042
Si	2.7531	5.4463	26.8248	0.0042	0.0018	0.0108
Si	8.2242	5.5221	26.6262	-0.0028	-0.0004	0.0066
Si	0.04	8.209	26.6477	-0.0011	-0.0014	0.0047
Si	5.5434	8.2018	26.7836	-0.0013	-0.0012	0.0082
Si	4.1145	1.3629	28.0725	0.0008	-0.0025	-0.0063
Si	9.5822	1.3798	28.2206	0.0018	0.001	-0.0014
Si	1.3844	4.1298	28.2171	-0.0036	0.0027	0.0028
Si	6.8392	4.131	28.0267	-0.0012	0.0054	-0.0117
Si	4.1433	6.8327	28.1338	0.0046	-0.0029	-0.012
Si	9.5987	6.8458	28.0531	0.0018	-0.0001	-0.0087
Si	1.3974	9.5797	28.0476	0.0028	0.0012	-0.0114
Si	6.836	9.5481	28.218	0.0044	0.0016	0.0015
Si	0.0327	-0.0214	29.4947	-0.0038	0.0064	0.0059
Si	5.4534	0.0115	29.5027	0.0013	-0.0028	-0.0009
Si	2.756	2.7147	29.4973	-0.0027	0.003	0.0023
Si	8.1753	2.7685	29.4868	0.0057	-0.0055	0.0046
Si	-0.0172	5.4953	29.5043	0.0054	-0.0032	-0.0009
Si	5.4917	5.4554	29.4824	-0.0021	0.0044	0.0048
Si	2.7423	8.2054	29.4678	0.0007	0.0005	0.006
Si	8.2366	8.1733	29.4996	-0.0049	0.0045	0.0014
Si	1.3673	1.3673	30.8594	0.1694	-0.0949	0.0908
Si	6.8362	1.3673	30.8594	-0.1328	0.1245	-0.0731
Si	4.1018	4.1018	30.8594	0.1618	-0.0975	-0.0063
Si	9.5708	4.1018	30.8594	-0.1509	0.1289	-0.0531
Si	1.3673	6.8362	30.8594	0.0045	0.192	-0.1066
Si	6.8362	6.8362	30.8594	0.1274	-0.1725	0.0412
Si	4.1018	9.5708	30.8594	-0.1334	0.047	-0.0608
Si	9.5708	9.5708	30.8594	0.1586	-0.1066	0.0387
Si	2.7345	0	0.6835	0.0607	-0.1241	0.0741
Si	8.2035	0	0.6835	-0.1669	0.0666	-0.048
Si	0	2.7345	0.6835	-0.1742	0.1287	-0.023
Si	5.469	2.7345	0.6835	0.0747	-0.1174	0.0593
Si	2.7345	5.469	0.6835	-0.178	0.1069	-0.0368
Si	8.2035	5.469	0.6835	0.0871	-0.1734	0.1154
Si	0	8.2035	0.6835	0.1848	-0.0945	0.0783
Si	5.469	8.2035	0.6835	-0.0465	0.1524	-0.0366
Si	4.1153	1.3482	2.0525	-0.0025	0.0009	-0.004
Si	9.5401	1.384	2.0411	0.0049	-0.0088	-0.0004
Si	1.3329	4.1304	2.0552	0.0047	-0.0063	-0.0053
Si	6.8533	4.0725	2.0535	-0.0054	0.0032	-0.0012
Si	4.0786	6.8601	2.0386	0.0081	-0.0054	-0.0011
Si	9.5936	6.8115	2.051	-0.0049	0.0047	-0.0012
Si	1.3766	9.5591	2.0551	-0.0025	0.002	-0.0012
Si	6.8305	9.5722	2.0654	-0.0006	-0.0004	-0.0066
Si	-0.0434	-0.013	3.3468	-0.0073	0.0088	-0.0033
Si	5.4628	-0.0125	3.4837	0.0007	0.0002	0.0069
Si	2.6971	2.7187	3.342	0.0004	0.0055	0.0055
Si	8.1839	2.6982	3.4925	0.0015	-0.0057	0.0073
Si	-0.0243	5.4678	3.512	-0.0042	0.0031	0.0112
Si	5.4553	5.4687	3.3282	-0.007	0.005	-0.0048
Si	2.7344	8.2045	3.4798	0.0004	-0.0022	0.0063
Si	8.2257	8.182	3.3786	0.0052	-0.006	0.0054
Si	1.2917	1.3656	4.676	-0.0011	-0.0023	-0.0114
Si	6.8376	1.3055	4.9127	0.0016	0.0019	-0.0072
Si	4.0626	4.1146	4.6438	-0.0023	-0.0034	-0.0175
Si	9.5288	4.0652	4.8957	0.0027	0.0023	-0.0069
Si	1.3522	6.8716	4.8891	-0.0013	-0.0013	-0.0044
Si	6.8356	6.8002	4.6847	-0.0015	0.0015	-0.0098
Si	4.1024	9.5646	4.8898	-0.0008	-0.0016	-0.0063
Si	9.5727	9.5652	4.7471	-0.0021	0.0009	-0.0081
Si	2.6166	0.0413	6.1078	0.007	-0.0019	0.012
Si	8.2253	-0.1323	6.265	-0.002	0.0009	0.0045
Si	-0.0237	2.65	6.1941	-0.0025	0.0005	0.0093
Si	5.3752	2.7676	6.0742	0.0033	-0.0088	0.0078
Si	2.7478	5.4306	6.1292	-0.0018	0.0038	0.0067
Si	8.0916	5.4391	6.1826	0.0015	-0.0026	0.0061
Si	-0.0049	8.2976	6.2341	0.003	-0.0005	0.0012
Si	5.5637	8.1512	6.1495	-0.0021	0.0017	0.0092
Si	3.4695	1.9438	7.1781	0.003	0.0003	0.0033
Si	10.0199	0.8303	7.468	-0.0029	0.0041	0.0013
Si	1.7664	3.6609	7.3429	-0.0026	0.002	-0.0036
Si	6.2036	4.5281	7.3836	-0.0006	-0.0013	0.0024
Si	4.6318	6.3099	7.2485	-0.0031	0.0033	0.0003
Si	9.1619	7.1911	7.3227	0.0015	-0.0015	0.0025
Si	0.8908	10.1571	7.5222	-0.0008	-0.0004	0.0021
Si	7.4084	8.8884	7.4868	-0.001	0.0033	-0.0058
O	4.5531	6.6077	8.8744	-0.0003	0.0004	0.0011
O	1.3843	3.9894	8.9314	-0.0022	0.0021	0.0001
O	9.7492	6.5492	8.739	-0.0012	0.0009	0.001
O	1.2998	10.1098	9.1545	-0.0004	0.0009	-0.0017
O	6.0609	4.2267	9.0248	0.0007	-0.0045	0.0045
O	3.6952	1.6271	8.7721	0.0118	-0.0055	0.0181
O	7.1344	8.9691	9.1369	-0.0003	0.0056	0.0105
O	9.6457	1.0818	9.069	-0.0003	0.0001	-0.0003
O	8.2443	2.5329	22.7348	-0.001	0.0004	0.0003
O	10.9963	5.5468	22.6357	-0.0004	0.0001	0.0002
O	5.6292	0.09	22.6294	-0.0012	0.0012	0.0003
O	5.2969	5.3938	22.6273	-0.0005	0.0003	0.0002
O	2.1563	2.7984	22.4765	0.0003	-0.0001	0.0004
O	3.3313	7.8527	22.4979	-0.0002	0.001	0.0006
O	8.3798	8.743	22.4095	-0.0002	0.0004	0.0007
O	-0.1581	11.2278	22.7529	0.0008	0.0005	-0.0001
Si	2.1488	2.9695	12.8808	-0.0026	-0.0027	-0.0009
Si	8.6785	1.316	10.3543	-0.0065	0.0026	-0.0015
Si	1.0607	4.4982	15.3381	0.0014	-0.0018	0.0009
Si	7.5432	5.585	12.1952	-0.0039	0.0041	-0.0036
Si	2.4154	8.18	21.1979	-0.0002	-0.0014	0.001
Si	5.4142	7.7917	12.4599	0.0012	-0.0001	-0.0034
Si	9.2619	0.4558	15.4984	-0.0007	0.0006	-0.0003
Si	2.9135	-0.0417	16.6503	0.0003	0.001	0.0008
Si	10.4619	1.1571	12.6035	0.0042	-0.0028	0.001
Si	7.7649	2.8283	21.223	0.0012	-0.0006	-0.0016
Si	9.1314	8.7851	14.4614	-0.0027	0.0002	-0.0011
Si	1.4665	4.7775	10.3555	0.0018	-0.0039	-0.002
Si	4.484	9.4814	19.1243	-0.0002	0.0017	0.0018
Si	11.0731	6.0985	21.1068	0.001	0.0015	-0.0005
Si	6.6147	10.4481	14.8407	0.0024	0.0008	0.0003
Si	5.3898	0.7296	21.1615	-0.001	-0.0023	-0.0012
Si	2.3417	9.8107	10.3867	0.0001	0.0022	0.0006
Si	0.4313	10.6345	21.3807	-0.0008	0.0006	0.0013
Si	5.8534	5.2536	21.1174	-0.0008	0.0017	-0.0001
Si	3.6354	7.0854	10.1046	-0.0015	-0.0052	-0.0001
Si	9.0403	5.6874	14.8369	0.0004	0.0011	0.0003
Si	3.6559	4.0852	19.084	-0.0007	-0.0004	0.0016
Si	10.0311	3.6632	19.3093	-0.001	0.0003	0.0014
Si	4.2538	8.6681	15.3488	-0.0002	0.0028	0.0011
Si	0.4541	1.9179	17.1519	-0.0004	0	0.0008
Si	6.7951	7.5327	19.2409	-0.0005	0.0002	0.0016
Si	5.2567	3.6239	16.7335	-0.0011	0.0003	0.0019
Si	7.7823	5.0098	17.5176	-0.0001	0.0002	0.0031
Si	6.6563	9.9299	10.3661	-0.0077	0.0035	-0.0087
Si	4.375	1.0575	10.1048	0.001	0.0048	-0.0166
Si	-0.0346	9.089	11.9063	-0.0019	0.004	-0.0002
Si	9.101	8.6332	20.9357	0.0011	0.0009	0.0004
Si	4.5524	1.6679	14.5716	-0.0026	-0.0008	-0.0002
Si	2.4473	2.0849	21.04	-0.0011	0.0003	0.0011
Si	6.3263	3.3459	10.3702	0.0075	-0.002	-0.0048
Si	3.4294	5.9168	16.7227	-0.0006	-0.001	0.0014
Si	9.878	6.5372	10.3527	0	-0.0037	0.0008
O	0.1279	2.6297	18.581	-0.0002	-0.0001	-0.0013
O	2.9227	9.6342	15.5708	0.0001	-0.0014	-0.0006
O	10.8571	4.8082	20.1339	-0.0004	-0.0001	-0.0011
O	7.5786	2.4185	9.9246	-0.0002	0.0041	0.0093
O	10.9194	5.3411	10.8021	-0.0012	0.0017	-0.0024
O	6.5971	6.743	12.8594	0.0016	-0.0003	-0.0048
O	10.3211	8.0586	10.7864	0.0022	0.0026	-0.0002
O	7.6677	9.4582	13.995	-0.0009	-0.0004	-0.0004
O	8.4087	6.2133	10.9693	-0.0036	-0.0028	0.0024
O	5.3572	10.4816	20.0603	-0.001	0.0004	-0.0002
O	2.1602	3.731	11.4218	-0.0003	0.0013	0.0002
O	7.9759	8.5462	19.7513	-0.0004	-0.0006	-0.0015
O	6.2079	6.7317	20.5412	-0.0002	-0.0003	-0.0011
O	5.5073	2.7178	15.401	0.0002	0.0004	-0.0006
O	1.3045	0.9288	20.6959	-0.0002	-0.0006	0.0002
O	6.0464	9.0606	11.6164	-0.0024	0.0004	-0.0042
O	4.6202	4.9917	16.1054	-0.0018	0.0014	-0.0004
O	6.5939	3.9011	17.6299	-0.0006	0	-0.0023
O	10.5162	10.6657	11.8138	0.0002	0.0003	0.0009
O	5.5806	0.4988	13.9841	-0.0005	0.0003	0.0002
O	8.012	5.0905	15.9219	0	-0.0002	-0.002
O	9.7304	9.8176	15.5863	0.001	-0.0011	-0.001
O	-0.4012	5.1504	15.1284	-0.0013	0.0008	-0.001
O	1.5697	6.8344	20.7919	-0.0009	0.0002	-0.0005
O	1.5004	0.6361	17.1707	-0.0007	0.0007	-0.001
O	6.5959	1.7688	20.7949	0.0002	0.001	0.0012
O	1.0095	1.7882	12.8313	-0.0041	-0.0022	-0.0002
O	3.2398	5.4976	18.3163	0.001	0.0006	-0.0014
O	9.5268	2.014	11.5772	-0.0027	-0.0018	-0.005
O	1.0142	3.0968	16.1728	-0.0005	0.0016	-0.0018
O	8.5842	5.1466	13.3708	-0.0022	0.0011	-0.0002
O	10.2816	8.5793	13.3176	-0.0009	0.0007	0
O	1.4475	9.399	21.6715	-0.0008	0.0016	-0.0031
O	10.0772	9.9374	20.607	-0.0011	-0.0013	-0.0006
O	3.1776	0.2145	10.8764	0.0019	0.0001	-0.0026
O	5.0772	2.3609	10.8313	-0.0014	-0.007	-0.0076
O	1.7309	4.1544	13.9051	-0.002	0.0003	0.0021
O	7.9104	10.8759	10.8409	-0.0046	0.0032	-0.005
O	9.135	4.4656	18.2157	-0.0003	-0.0001	-0.0017
O	5.6341	9.4954	15.7615	-0.0009	-0.0011	-0.0005
O	5.5237	-0.0274	9.7322	-0.0008	0.0045	0.0069
O	3.5886	2.3105	13.3895	-0.0012	0.0013	-0.0006
O	1.9773	5.6429	16.0405	-0.0007	-0.0012	-0.0038
O	9.7069	1.0491	14.0399	0.0016	0.0012	-0.0021
O	4.4019	6.9378	11.5205	0.0014	0.002	-0.0003
O	4.7534	4.4905	20.2067	-0.0001	0.0002	-0.001
O	9.9494	1.3428	16.651	0.0001	-0.0009	-0.0008
O	6.6659	4.3202	11.6418	0.0005	-0.001	-0.0039
O	5.5846	8.4023	18.5678	-0.0006	0.0005	-0.0005
O	9.0735	2.735	20.2547	-0.0007	0.0009	-0.0011
O	3.604	1.1335	15.7767	0.0003	0.001	0
O	4.2133	3.0788	17.8948	0.0004	0.0005	-0.0019
O	9.9167	7.2209	20.8883	0.0002	0.0001	-0.0005
O	3.3457	8.6638	9.8185	-0.0015	0.0022	0.0015
O	3.9289	7.4265	16.363	-0.0001	0.0004	-0.003
O	7.6275	0.4817	15.6988	0	0.0005	-0.0004
O	8.9215	7.2997	15.0464	-0.0004	0.0002	-0.001
O	3.932	1.4372	21.1373	0.0023	0.0007	-0.0001
O	1.5921	9.1443	11.6968	-0.0045	0.0021	-0.0027
O	2.3153	6.1547	10.1775	0.0025	0.0014	0.0019
O	7.3507	6.4561	18.143	-0.0001	0.0003	-0.0014
O	7.2179	4.362	21.1135	-0.0012	-0.002	-0.0004
O	4.5432	8.24	13.7836	0.0001	0.0001	-0.0014
O	3.3331	8.6591	19.9464	0.0012	0.0002	-0.0018
O	2.4923	3.242	19.8698	0.0004	0.0012	-0.0018
O	3.7412	10.3626	17.9613	-0.0003	-0.0007	-0.0012

Results
free energy: -131185.663 eV
free energy less fixed offsets of O -568.88, Si -635.61 eV per atom: -1.373 eV

The program warned: the cutoff lies below the one the program advises for these potential files; the exchange-correlation potential is rough where the density is thin.
